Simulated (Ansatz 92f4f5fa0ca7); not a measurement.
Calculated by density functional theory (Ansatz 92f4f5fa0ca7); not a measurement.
Periodic cell of 262 atoms, Si166O96, from a study of silicon, its oxide and their interface. The atomic structure is a simulated model.
Doubt: the cutoff is far below the 930 eV that the study's wrapper takes by default for these files, so forces and energies are approximate.
This geometry differs little from another in the collection (a relaxation step or a small displacement).

Settings: functional PBE; potential files Ansatz PAW; basis plane waves; wave-function cutoff 580 eV; density cutoff ratio 5; exchange-correlation grid ratio 1; k mesh 1 x 1 x 1, Gamma-centred; self-consistency stop 5e-08 eV per atom in the density residual; occupations fixed; spin none; net charge 0.

Cell vectors (angstrom)
a 10.938 0 0
b 0 10.938 0
c 0 0 38.0108

Atoms and the computed forces on them: element, x, y, z (angstrom), force x, y, z (eV/angstrom)
Si 0 0 0.683 -0.0282 0.0251 -0.007
Si 5.469 0 0.683 0.0073 0.0557 -0.0005
Si 2.7345 2.7345 0.683 0.0043 0.0698 0.0191
Si 8.2035 2.7345 0.683 -0.0403 0.0594 0.0028
Si 0 5.469 0.683 -0.0369 0.0327 -0.0115
Si 5.469 5.469 0.683 0.0008 0.0464 -0.004
Si 2.7345 8.2035 0.683 0.0046 0.0361 0.0137
Si 8.2035 8.2035 0.683 -0.008 0.0377 0.0236
Si 1.3673 1.3673 2.0503 -0.1198 -0.0236 0.0906
Si 6.8362 1.3673 2.0503 -0.1807 0.0847 -0.086
Si 4.1018 4.1018 2.0503 -0.0688 0.0345 0.0627
Si 9.5708 4.1018 2.0503 -0.1017 0.1106 0.0623
Si 1.3673 6.8362 2.0503 -0.0587 -0.0254 -0.0128
Si 6.8362 6.8362 2.0503 -0.0895 -0.0292 0.0678
Si 4.1018 9.5708 2.0503 -0.0837 0.0382 0.0799
Si 9.5708 9.5708 2.0503 -0.0446 0.0573 0.0412
Si 2.7345 0 35.9593 0.139 0.0894 -0.0151
Si 8.2035 0 35.9593 0.0706 -0.1214 0.0071
Si 0 2.7345 35.9593 0.2993 -0.1703 0.0672
Si 5.469 2.7345 35.9593 0.0052 -0.0251 -0.0594
Si 2.7345 5.469 35.9593 0.0214 -0.052 -0.0305
Si 8.2035 5.469 35.9593 0.0868 0.1443 -0.0574
Si 0 8.2035 35.9593 0.0647 -0.1705 0.0088
Si 5.469 8.2035 35.9593 0.0596 0.104 0.0393
Si 4.1018 1.3673 37.3265 -0.002 -0.0558 0.0263
Si 9.5708 1.3673 37.3265 0.0433 -0.0672 -0.0086
Si 1.3673 4.1018 37.3265 0.0438 -0.0935 0.0243
Si 6.8362 4.1018 37.3265 0.0048 -0.0354 -0.0331
Si 4.1018 6.8362 37.3265 -0.0082 -0.0084 -0.0126
Si 9.5708 6.8362 37.3265 -0.0174 0.0083 0.0303
Si 1.3673 9.5708 37.3265 0.0287 -0.0612 -0.0201
Si 6.8362 9.5708 37.3265 -0.0064 -0.0424 0.0245
Si 0.4495 -0.8204 27.8375 -0.0377 -0.0674 -0.0445
Si 5.2837 -0.4405 27.3677 -0.009 -0.0397 -0.1493
Si 2.1419 2.5377 26.4567 0.0322 0.0272 -0.0938
Si 6.2204 1.6809 27.2276 -0.0339 0.0507 -0.0206
Si -0.4057 4.3771 27.0394 -0.0227 -0.0201 -0.0729
Si 4.8051 3.6291 27.2172 0.0789 0.1123 -0.0168
Si 2.0495 8.2817 27.5481 0.0101 -0.0225 -0.0494
Si 7.593 8.3528 27.1938 0.0157 0.0872 0.1174
Si 1.3793 1.0539 29.0218 0.0441 0.0576 -0.0504
Si 7.4927 1.9368 29.1791 -0.0178 -0.0173 0.0199
Si 4.7601 4.6288 29.3207 -0.01 -0.0282 0.0101
Si 9.2809 3.5986 29.0195 -0.0256 -0.0348 0.0587
Si 1.2337 6.5766 28.9176 -0.1064 -0.0516 -0.1101
Si 6.5133 6.3832 29.2011 -0.0028 0.0129 -0.0885
Si 4.31 9.5478 29.2815 -0.0905 -0.0183 -0.0966
Si 9.6894 9.5191 29.3455 -0.1389 -0.0227 -0.1108
Si 2.8303 -0.0474 30.5331 -0.0075 -0.0847 -0.0242
Si 8.3514 0.1174 30.5192 -0.0117 -0.0023 -0.0034
Si 0.0517 2.595 30.3623 0.0023 0.0017 -0.0185
Si 5.6972 2.8223 30.5405 -0.0096 0.0002 -0.0153
Si 2.814 5.4877 30.3655 0.0246 0.0267 0.0033
Si 8.2748 5.3259 30.4008 -0.0042 0.0185 -0.0016
Si 0.0355 7.9809 30.5327 0.111 -0.0217 -0.0198
Si 5.625 8.1325 30.5774 -0.0003 -0.0278 -0.0107
Si 4.2203 1.3964 31.805 -0.0175 0.0086 -0.0119
Si 9.6921 1.3863 31.9358 -0.0171 0.0175 -0.0168
Si 1.4471 4.0386 31.7024 -0.0206 -0.0021 -0.043
Si 6.9636 4.1206 31.9723 0.0005 0.0012 0.0071
Si 4.1038 6.8506 31.8696 0.0015 -0.0081 -0.0255
Si 9.5768 6.7021 31.8602 -0.0246 -0.006 -0.0194
Si 1.4171 9.4784 31.8387 -0.0093 -0.0094 0.0115
Si 6.9634 9.6021 31.8374 0.0154 0.0183 -0.0027
Si 0.0687 -0.0613 33.2255 0.016 -0.0023 -0.0026
Si 5.5313 -0.006 33.198 -0.0026 -0.0259 -0.0231
Si 2.7902 2.7256 33.166 0.017 -0.0004 -0.0029
Si 8.2956 2.7302 33.2994 0.0044 0.0034 -0.007
Si 0.0696 5.3796 33.1744 -0.005 0.0155 -0.0127
Si 5.4909 5.4784 33.2304 -0.0027 -0.0047 0.0028
Si 2.7658 8.1871 33.263 -0.0072 0.0199 -0.0072
Si 8.2625 8.1739 33.2118 0.019 -0.0044 -0.0168
Si 1.4027 1.3681 34.5683 -0.0096 -0.0049 -0.0113
Si 6.8598 1.371 34.5983 -0.0026 -0.0015 -0.01
Si 4.1113 4.1067 34.582 -0.0054 0.0061 -0.0126
Si 9.6236 4.1172 34.622 0.0038 -0.0086 0.0004
Si 1.3646 6.8144 34.581 -0.0071 0.0073 -0.0151
Si 6.8423 6.8576 34.5904 -0.0156 0.0173 -0.0072
Si 4.127 9.5916 34.5884 0 0.0051 -0.0069
Si 9.5922 9.5607 34.5938 0.0086 -0.0015 -0.0014
Si 2.7102 -0.0076 3.4317 0.0041 -0.0032 0.0054
Si 8.1855 0.0167 3.4055 0.0043 0.0041 0.0028
Si -0.024 2.7357 3.423 -0.0005 -0.0002 0.0004
Si 5.4442 2.7259 3.4251 0.0003 0 0.0028
Si 2.7157 5.4665 3.4272 0.0063 -0.0033 0.0081
Si 8.1787 5.464 3.437 -0.001 -0.0017 0.0005
Si -0.0122 8.1959 3.4151 0.0003 -0.0027 0.0059
Si 5.4483 8.1947 3.4232 0.0073 -0.0057 0.0006
Si 4.0311 1.4022 4.8045 -0.0017 0.0013 0.0075
Si 9.4815 1.4261 4.7885 -0.0115 0.015 0.0116
Si 1.3183 4.1186 4.7985 -0.0008 0.0027 0.0117
Si 6.7715 4.1106 4.807 -0.0074 -0.0063 -0.0073
Si 4.0426 6.8619 4.8062 -0.0057 0.0075 0.0226
Si 9.5254 6.8754 4.7903 0.0051 -0.0002 0.0022
Si 1.3173 9.5728 4.8023 -0.0115 -0.0027 0.0078
Si 6.7904 9.6175 4.7565 -0.0065 0.0045 0.0041
Si -0.1038 0.0336 6.0955 0.0162 -0.0019 0.0134
Si 5.3897 0.0107 6.1332 0.0084 0.0132 0.0077
Si 2.6463 2.7528 6.208 0.0038 0.0118 0.0118
Si 8.0973 2.7592 6.2246 0.0073 0.0111 0.0043
Si -0.0667 5.4929 6.1537 -0.0092 0.0147 0.0033
Si 5.3899 5.4798 6.1625 0.0031 -0.0144 -0.0015
Si 2.6664 8.2132 6.2135 0.0104 0.0137 0.0073
Si 8.1765 8.3098 6.128 0.0244 0.0171 -0.0194
Si 1.198 1.3535 7.5099 0.0035 0.0202 0.0178
Si 6.6866 1.3503 7.566 0.0142 -0.0031 0.0257
Si 3.9849 4.1604 7.5877 -0.0093 -0.0035 0.0329
Si 9.4871 4.1727 7.5534 -0.0133 0.0196 0.0082
Si 1.2574 6.8425 7.5742 0.0213 0.0078 0.0368
Si 6.7782 6.9339 7.3976 0.0016 0.0354 -0.0164
Si 4.0302 9.6357 7.5544 0.0008 -0.0381 0.0175
Si 9.4963 9.7038 7.5555 -0.0004 0.0035 0.0033
Si 2.545 0.0051 8.9047 0.0083 -0.0034 0.0079
Si 8.045 0.027 9.002 -0.0154 0.0195 0.0441
Si -0.1782 2.7106 8.8981 -0.0058 -0.0219 -0.003
Si 5.2156 2.6425 8.9167 -0.0077 0.0078 0.0047
Si 2.5621 5.4577 9.0198 -0.0027 0.0149 0.0488
Si 8.2265 5.7671 8.811 -0.0607 -0.078 0.0238
Si -0.0331 8.3522 8.889 0.0296 -0.0126 -0.0118
Si 5.4034 8.1936 8.848 -0.0196 -0.0184 0.0144
Si 3.5483 1.6078 10.2517 -0.132 0.0701 0.0572
Si 9.1128 1.6945 10.302 -0.0255 0.0295 0.0857
Si 1.2999 3.8475 10.3086 0.0769 -0.1497 0.0919
Si 6.6186 3.6934 10.4205 0.0509 -0.0516 0.0352
Si 3.8492 7.0475 10.2131 -0.0694 0.0683 0.0974
Si 9.3277 7.3043 10.2165 -0.0348 0.0554 0.0993
Si 1.5877 9.3099 10.3259 0.0332 -0.0493 0.1113
Si 6.8893 9.3215 10.2915 0.0309 -0.0435 0.0648
O 10.5826 -0.7382 26.3609 0.0664 0.0101 0.0608
O 2.4629 7.893 25.9878 -0.0073 0.0649 0.11
O 9.7154 1.222 11.7634 -0.0087 -0.0056 -0.1384
O 1.0095 9.8122 11.7879 0.0257 -0.0035 -0.1381
O 2.4699 2.7567 10.8341 -0.0327 0.0274 -0.1984
O 8.1414 8.3359 10.7941 0.002 -0.0119 -0.1315
O 6.4046 20.3439 26.8115 0.0972 -0.0539 0.1056
O 0.666 3.2674 26.3742 -0.0394 0.0576 0.0741
O 4.078 0.763 11.5578 0.0244 0.0064 -0.0265
O 10.9483 0.2319 13.8186 0.019 0.0018 -0.055
O 7.9627 13.7467 10.7322 0.0223 -0.0071 -0.1029
O 6.0005 9.8085 11.6106 0.0231 0.0077 -0.0512
O 10.1755 6.7187 11.5068 -0.0312 0.0373 -0.0686
O 0.3031 4.3344 11.5559 0.0549 -0.0149 -0.0983
O 7.078 16.0802 9.8398 0.0378 0.004 -0.1117
O 4.5745 6.4806 11.5836 -0.0021 -0.0071 -0.0577
O 4.0053 -0.4847 26.2932 0.0017 0.0228 0.0938
O 6.9476 6.9085 27.6522 -0.0265 0.0651 0.0781
O 2.3859 1.3618 25.3132 -0.0525 0.0045 0.0707
O 22.2811 5.501 27.9236 0.0802 0.0814 0.1549
O 8.6132 8.3289 25.9135 -0.0112 -0.0222 0.0553
O 9.7667 5.1295 25.7786 0.0526 -0.0069 0.1126
O 3.3907 3.5961 26.3228 -0.0007 -0.0099 0.025
O 4.76 5.2532 24.1176 0.046 -0.0029 0.0332
Si -0.4192 -7.8065 15.4854 -0.019 0.0466 0.0461
Si 7.1407 9.3859 21.6638 0.0085 0.0078 -0.0051
Si 5.5544 5.5612 12.4873 -0.0063 0.0296 0.1331
Si 5.7191 4.5154 15.1179 0.0018 0.0142 0.0476
Si 18.0966 -1.4996 18.6026 -0.0325 0.0253 0.0031
Si 5.1653 10.9215 12.4776 0.0115 0.0146 0.0266
Si 8.4379 3.2506 17.6522 0.0383 0.0248 -0.0513
Si 7.9945 6.1206 14.0977 -0.04 0.059 0.1269
Si 12.4145 4.0253 19.0652 -0.014 0.0098 0.0072
Si 10.1915 9.4352 17.9605 0.0126 -0.0351 -0.0475
Si -0.9763 -1.866 25.3364 0.0206 0.0251 -0.1366
Si 1.0871 5.7745 15.1434 -0.0395 -0.0045 0.1089
Si 14.6137 0.3849 24.9435 0.0936 -0.0667 -0.0378
Si 9.918 3.0315 22.4232 0.0115 -0.0354 -0.0065
Si 19.9455 5.2769 24.32 -0.0309 -0.0544 -0.1388
Si 13.3397 0.2353 20.5585 0.0059 -0.0243 0.022
Si 12.9143 -7.8619 21.8484 -0.0169 0.0333 0.039
Si 4.3057 -1.0755 22.373 0.0018 -0.1016 -0.0246
Si 6.2926 1.1729 17.2963 0.0072 -0.0015 -0.0259
Si 8.8546 0.2313 23.2396 -0.0136 0.0787 -0.0195
Si 9.4988 4.717 19.9208 -0.0193 -0.0345 -0.0047
Si 3.2455 5.052 23.5666 -0.0149 0.0644 -0.0786
Si 6.5069 1.7146 24.8978 0.0416 0.0139 -0.1014
Si 13.6527 7.398 21.9669 0.0357 -0.033 0.001
Si 10.8138 12.513 17.8686 -0.0229 0.0201 -0.0327
Si 3.489 5.5025 16.9597 0.0216 0.0136 -0.0447
Si 12.5268 7.3131 24.7302 0.0828 -0.0041 -0.1096
Si 4.7131 8.3013 17.2788 -0.0077 -0.0214 -0.0175
Si 9.8643 1.3547 13.3747 -0.0151 0.0357 0.1407
Si 6.8604 1.5586 14.4102 -0.0269 0.0013 0.1422
Si 9.208 7.1653 21.8739 -0.0127 0.0233 -0.0565
Si 10.0403 8.032 15.1988 -0.0151 -0.0672 0.0757
Si 6.125 4.7039 24.8063 -0.001 -0.0563 -0.1126
Si 10.6294 5.5237 12.5173 -0.0067 -0.0098 0.1716
Si 11.6605 -1.1635 13.3915 -0.01 -0.0307 0.1361
Si 3.5817 0.0563 17.7781 0.0495 -0.0093 -0.0325
Si 3.4587 9.8426 14.9993 0.0083 -0.0332 0.114
Si 11.5978 -2.3812 20.3835 0.0388 -0.0405 -0.0072
O 9.3395 2.082 18.3373 0.0188 -0.0232 0.0121
O 3.4156 10.311 23.6844 -0.0145 0.0416 0.0497
O 12.761 7.4381 20.6114 -0.0083 0.0291 0.0129
O 11.219 -2.4628 18.796 -0.0273 0.022 -0.0167
O 11.9222 2.54 18.5763 0.0219 -0.0274 0.0182
O 10.347 -2.7085 21.3829 -0.0155 -0.0137 0.0097
O 7.4246 5.6477 24.5345 -0.0071 0.0435 0.036
O 8.4666 4.532 18.6568 0.0031 0.0092 0.0092
O 13.2731 12.8825 27.9715 -0.0343 -0.0666 0.1335
O 2.5947 6.0256 15.6866 -0.0075 0.006 -0.0217
O 0.074 -3.1113 25.1116 -0.0664 0.0125 0.0591
O 2.5122 4.7251 18.0121 -0.0109 -0.0144 0.0409
O 4.2781 8.6095 15.7197 -0.0139 0.0387 -0.0275
O 6.9253 2.6657 17.5003 0.0007 0.0001 0.0289
O 1.937 1.5007 21.4674 0.0083 -0.0103 0.0019
O 12.7912 -2.9981 23.2543 -0.0094 -0.001 0.0504
O 3.0786 -0.0225 16.2052 -0.004 -0.0158 -0.0237
O 10.0598 9.1747 16.357 0.0043 0.0364 0.0194
O 9.6318 -1.0029 23.9875 0.0169 -0.0466 0.0733
O 9.0991 3.5968 16.1839 0.0194 -0.0164 0.0109
O 8.2387 -0.3595 21.8494 -0.0155 -0.0079 -0.0005
O 20.2774 3.4359 20.9446 -0.0181 0.0099 -0.0084
O 17.2608 8.4512 17.5834 0.0131 0.0008 0.0038
O 6.2259 1.0787 13.0067 0.0168 0.0194 -0.0587
O 5.8541 4.099 11.8063 -0.0127 -0.0259 -0.0648
O 18.0103 0.0651 18.1757 0.0012 -0.0068 0.0093
O 4.0169 8.3387 21.8917 -0.0141 0.0521 0.0233
O 0.9491 5.889 13.5135 -0.0157 0.0058 -0.1145
O 14.1365 5.8815 22.1674 -0.0139 -0.0333 0.0354
O 6.285 3.0506 14.6984 0.0175 -0.0483 -0.0475
O 4.1783 -4.1242 17.6665 0.0176 -0.0024 0.0149
O 9.6061 6.4044 23.2787 0.0194 -0.0234 0.0823
O 9.0306 6.0639 20.6899 -0.0055 -0.0007 -0.0078
O 11.467 3.5048 22.4461 0.0165 0.0035 0.006
O 8.5481 7.4763 14.8276 0.0154 -0.0145 -0.0638
O 5.9078 9.8417 22.64 -0.0051 -0.0065 -0.0072
O 6.9545 6.3647 12.8431 -0.0205 0.0136 -0.0712
O 11.035 4.8825 19.3458 0.0259 -0.0028 -0.0065
O 10.7989 10.9301 18.2 0.0003 0.0124 0.0041
O 13.9325 3.5018 23.074 -0.0143 -0.0038 0.0127
O 15.6853 1.1989 17.791 -0.0053 -0.0146 0.0144
O 6.6162 -1.6667 20.1285 0.0004 -0.0107 -0.0172
O 6.4033 0.7006 15.7278 0.02 0.0027 -0.0236
O -0.3346 -2.3363 13.7834 -0.0055 0.002 -0.0832
O 7.7003 0.8149 24.2451 -0.0287 0.0029 0.0281
O 11.6224 4.2936 15.6748 -0.0094 -0.0086 -0.0136
O 15.9392 1.2051 24.4726 -0.0107 0.0235 0.06
O 9.8319 1.4427 22.7638 0.0106 -0.0004 -0.0063
O 6.5307 3.221 24.2564 -0.011 -0.0091 0.0413
O 0.0744 1.7813 16.2615 0.0052 -0.0076 -0.0039
O 13.2446 3.8642 20.4591 0.0053 -0.0056 -0.0287
O 4.4226 10.3267 13.7867 0.0142 0.0019 -0.1031
O 7.8007 -2.9793 22.11 -0.0035 -0.0082 0.0076
O 8.4558 1.2716 14.2094 0.0072 -0.0014 -0.0607
O 4.7211 4.541 16.4173 -0.0052 0.0126 -0.0024
O 1.2737 -0.9215 20.8023 0.0167 0.0347 0.0128
O 13.0055 -5.2212 24.559 -0.0015 -0.0025 0.0148
O 10.4569 2.7926 13.8908 0.0077 -0.0181 -0.0734
O 14.9704 9.474 18.1999 -0.0093 0.0283 0.0144
O 9.2941 5.2737 13.49 0.0708 -0.0283 -0.1221
O 7.0976 5.4029 15.2775 0.014 -0.0077 -0.032
O 10.9892 6.848 15.7972 0.0059 0.0102 -0.0318
O 2.5434 0.4942 18.9473 -0.0237 0.0116 -0.0307
O 8.7411 9.0917 18.6052 0.0001 -0.0024 0.0062
O 3.896 -0.127 21.1129 -0.0092 0.0107 0.0077
O 2.0489 -1.4805 14.2877 -0.0193 -0.0047 -0.0571
O 9.1417 -7.1131 23.6008 -0.0052 0.0423 0.0361
O 4.8338 5.1696 13.9012 0.0181 0.0241 -0.0961
O -2.5033 -2.1232 28.5098 -0.0247 -0.0731 -0.063
O 2.7668 -13.6681 10.7201 0.0104 -0.0451 -0.1643
O 3.456 -2.5023 28.3681 0.0195 0.0484 0.1131
O 5.8297 4.6465 26.4049 -0.0344 -0.0581 0.0818

Results
free energy: -160124.306 eV
free energy less fixed offsets of O -568.88, Si -635.61 eV per atom: -0.566 eV

The program warned: the cutoff lies below the one the program advises for these potential files; the forces do not sum to zero within the program's tolerance; the exchange-correlation potential is rough where the density is thin.
